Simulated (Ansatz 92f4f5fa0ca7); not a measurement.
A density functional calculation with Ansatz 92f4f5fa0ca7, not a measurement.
Periodic cell of 240 atoms, Si147O87H6, from a study of silicon, its oxide and their interface. The atomic structure is a simulated model.
Doubt: the cutoff is low for norm-conserving oxygen, so forces and energies are approximate.
Doubt: the program's own warning below bears on the result.

Settings: functional HSE06; potential files SPMS norm-conserving; basis plane waves; wave-function cutoff 800 eV; density cutoff ratio 4; exchange-correlation grid ratio 1; k mesh 1 x 1 x 1, Gamma-centred; occupations fixed; spin none; net charge 0.

Cell vectors (angstrom)
a 11.6015 0 0
b 0 10.938 0
c 0 0 31.6626

Atoms: element, x, y, z (angstrom)
Si -0.0071 0.0008 22.9068
Si 3.9738 0.0275 22.9759
Si 7.6245 -0.0471 22.9776
Si 1.9652 1.3012 22.8918
Si 5.8559 1.4468 23.0057
Si 9.6251 1.313 22.8891
Si -0.0727 5.5556 23.1471
Si 3.8904 5.4571 22.9498
Si 7.8891 5.6377 23.0385
Si 1.9445 6.7728 22.95
Si 5.8262 6.8092 22.8451
Si 9.7414 7.1035 23.0328
Si 1.945 2.7043 24.85
Si 5.8302 2.8621 24.88
Si 9.6312 2.7202 24.8728
Si 11.5961 4.0748 24.9742
Si 3.8531 4.1239 24.8916
Si 7.7694 4.2118 24.9476
Si 1.945 8.1952 24.8654
Si 5.8354 8.1653 24.8479
Si 9.7045 8.3284 24.9938
Si 11.6505 9.6313 24.8989
Si 3.899 9.5521 24.8857
Si 7.7342 9.5868 24.9397
Si 11.6267 0.0337 26.8382
Si 3.8875 0.0008 26.8156
Si 7.7224 0.0321 26.8464
Si 1.9598 1.3778 26.8183
Si 5.8045 1.4047 26.7911
Si 9.6681 1.3711 26.8223
Si 11.6176 5.4703 26.8651
Si 3.8595 5.4749 26.8293
Si 7.7479 5.5148 26.8837
Si 1.9389 6.8502 26.8203
Si 5.7969 6.8386 26.8179
Si 9.693 6.8447 26.841
Si 1.9336 2.7345 28.7633
Si 5.8008 2.7345 28.7633
Si 9.6679 2.7345 28.7633
Si 0 4.1018 28.7633
Si 3.8672 4.1018 28.7633
Si 7.7343 4.1018 28.7633
Si 1.9336 8.2035 28.7633
Si 5.8008 8.2035 28.7633
Si 9.6679 8.2035 28.7633
Si 0 9.5708 28.7633
Si 3.8672 9.5708 28.7633
Si 7.7343 9.5708 28.7633
Si 0 0 30.6969
Si 3.8672 0 30.6969
Si 7.7343 0 30.6969
Si 1.9336 1.3673 30.6969
Si 5.8008 1.3673 30.6969
Si 9.6679 1.3673 30.6969
Si 0 5.469 30.6969
Si 3.8672 5.469 30.6969
Si 7.7343 5.469 30.6969
Si 1.9336 6.8362 30.6969
Si 5.8008 6.8362 30.6969
Si 9.6679 6.8362 30.6969
Si 1.9336 2.7345 0.9679
Si 5.8008 2.7345 0.9679
Si 9.6679 2.7345 0.9679
Si 0 4.1018 0.9679
Si 3.8672 4.1018 0.9679
Si 7.7343 4.1018 0.9679
Si 1.9336 8.2035 0.9679
Si 5.8008 8.2035 0.9679
Si 9.6679 8.2035 0.9679
Si 0 9.5708 0.9679
Si 3.8672 9.5708 0.9679
Si 7.7343 9.5708 0.9679
Si 11.5935 0.0135 2.905
Si 3.8669 0.0138 2.8933
Si 7.7301 -0.005 2.9049
Si 1.9372 1.3799 2.9541
Si 5.8022 1.37 2.8908
Si 9.6505 1.3751 2.9104
Si 11.5911 5.4447 2.8908
Si 3.8584 5.4602 2.8814
Si 7.7153 5.4144 2.9666
Si 1.9229 6.7936 2.8527
Si 5.8029 6.8041 2.8952
Si 9.6373 6.7845 2.8731
Si 1.954 2.6947 4.966
Si 5.7618 2.7401 4.8185
Si 9.6422 2.7365 4.8523
Si 11.6087 4.0459 4.7987
Si 3.8465 4.1478 4.8392
Si 7.6999 4.1039 5.0009
Si 1.9328 8.1633 4.7474
Si 5.7976 8.1726 4.8175
Si 9.6283 8.1392 4.7809
Si 11.5665 9.4726 4.7539
Si 3.8563 9.5166 4.7706
Si 7.7181 9.551 4.828
Si 11.5165 -0.1332 6.6762
Si 3.8712 -0.1828 6.7689
Si 7.7103 0.0153 6.7398
Si 1.8795 1.1042 6.8299
Si 5.7153 1.2787 6.6739
Si 9.662 1.3124 6.7257
Si 11.6504 5.4494 6.6666
Si 3.8831 5.5435 6.7864
Si 7.7297 5.541 6.9862
Si 1.897 6.8981 6.7309
Si 5.8287 6.9283 6.8467
Si 9.6903 6.7865 6.7232
H 9.7163 7.7391 7.8744
H 9.7348 2.124 7.9848
H 7.7195 10.1136 7.9791
O 0.2533 4.397 7.9633
O -0.1413 9.9569 8.1211
O 7.7821 4.9254 8.5489
O 1.6693 8.0331 7.9431
O 3.8756 4.3535 7.9667
O 5.6075 2.2719 8.0059
O 5.934 8.0086 8.1449
O 1.5867 1.5302 8.4208
O 3.9593 9.7727 8.1278
H 1.9773 2.1918 21.6829
H 1.9169 7.6376 21.7287
H 3.8685 4.5591 21.746
O 5.7122 7.7241 21.4447
O 11.5863 9.9829 21.5339
O 9.8074 7.9945 21.6062
O 4.3355 10.015 21.6315
O 9.6771 2.2951 21.5286
O 6.03 2.0349 21.4411
O 11.1505 4.4437 21.9571
O 7.0783 9.9748 21.6586
O 8.3272 4.5201 21.8719
Si 9.2079 4.8759 18.3878
Si 7.6839 9.3112 13.4034
Si 2.0311 2.0322 9.8997
Si 1.0889 8.1222 18.4285
Si 9.4715 5.2091 14.5376
Si 4.6718 3.267 8.8843
Si 6.732 4.9761 15.5324
Si 2.0071 1.8583 15.3249
Si 0.6583 4.6721 9.5163
Si 10.6799 6.859 10.7784
Si 0.7366 8.8822 8.9708
Si 8.1247 6.562 12.0612
Si 1.194 6.6687 12.7695
Si 4.086 1.6384 13.1937
Si 6.3651 1.9205 19.8506
Si 1.4618 10.3808 11.538
Si 10.6302 9.0174 20.6207
Si 3.4648 6.1329 18.0703
Si 11.2657 6.2367 16.5548
Si 4.3528 6.5949 15.0061
Si 6.8959 2.1827 14.2552
Si 3.2391 4.686 12.7931
Si 10.084 11.0405 12.3862
Si 10.61 2.4047 17.6244
Si 2.3047 10.3155 16.9356
Si 4.7914 8.7342 9.075
Si 5.751 10.7614 11.4037
Si 2.5545 8.7656 14.1216
Si 5.7019 9.3085 21.0368
Si 5.2019 10.5903 18.2863
Si 7.2036 4.4785 10.0136
Si 6.203 4.8059 18.4458
Si 9.0384 0.261 18.8737
Si 3.014 6.4718 10.5333
Si 9.7452 3.9144 21.3147
Si 10.7671 2.2521 14.6469
Si 8.001 1.7899 11.2852
Si 1.6165 3.9657 17.2136
Si 7.5397 10.7708 16.1799
O 0.4404 7.5645 17.0366
O 10.0308 3.6827 14.4187
O 2.3195 9.7609 12.8159
O 7.6921 9.6105 15.0202
O 11.4866 10.3635 11.9439
O 1.0614 3.2944 10.2717
O 5.6511 9.455 19.3976
O 7.6956 5.4855 18.5881
O 0.766 2.4155 14.4356
O 7.1178 5.6545 11.1564
O 6.2635 3.4697 19.3587
O 5.2078 1.1022 19.0404
O 1.9443 5.6973 9.5624
O 3.6905 6.5781 16.5055
O 10.9555 5.3436 10.2313
O 3.5849 3.1092 12.6885
O 10.1645 6.0078 17.7358
O 10.266 1.0849 13.6581
O 7.5915 1.3274 15.4677
O 9.8554 4.4185 19.7955
O 2.1539 7.3348 11.6123
O 7.7785 1.1204 19.5238
O 6.4423 10.1134 12.7253
O 8.301 5.3645 15.6745
O 9.5394 9.9275 19.783
O 9.3727 3.4932 17.5212
O 2.5771 3.1429 16.1671
O 3.5984 2.4483 9.7819
O 10.5771 6.2937 15.0717
O 0.0229 8.1117 19.6694
O 5.3925 1.6354 14.136
O 6.1363 10.5349 16.9588
O 3.848 5.3939 11.4394
O 3.9408 7.4614 9.6623
O 7.7192 2.009 12.8731
O 1.6576 0.7964 16.5061
O 3.8567 5.2938 14.1617
O 4.9411 5.8314 18.7793
O 4.0246 7.9936 14.1974
O 5.9652 6.3595 15.1235
O 1.344 9.6842 18.0801
O 7.4701 7.7432 12.9755
O 8.6714 10.6651 17.3598
O 0.4887 3.0431 17.9725
O 5.3752 9.5925 10.3341
O 3.7296 10.3807 17.6815
O 11.2792 6.9185 12.2936
O 1.8572 0.9836 11.141
O 2.9703 1.1184 14.253
O 1.6683 9.5804 10.122
O 8.9215 5.559 13.0596
O 10.5619 1.7046 16.1596
O 11.2858 7.9242 9.7408
O 4.4334 0.642 11.9418
O 1.6249 5.082 12.8658
O 9.106 9.8062 12.7888
O 2.5038 7.2998 18.7564
O 6.0562 4.3633 16.8795
O 2.3862 9.4803 15.5511
O 6.7266 3.7878 14.4329
O 9.4195 0.9761 11.1618
O 0.7541 5.047 16.3677
O 1.4509 7.5476 14.1075
O 10.3095 1.2806 18.7541
O 8.1183 3.2092 10.5061
O 6.7834 0.8718 10.6749
O 5.6604 4.0242 9.9023
O 2.6241 4.729 18.2388
O 9.1123 7.2074 10.9318

Results
free energy: -55720.548 eV
free energy less fixed offsets of H -15.86, O -447.96, Si -113.29 eV per atom: 0.762 eV
gap between the highest filled and lowest empty level on this k mesh: 1.510 eV

The program warned: the cutoff lies below the one the program advises for these potential files; the model core charge is not resolved on the grid; the forces do not sum to zero within the program's tolerance; the exchange-correlation potential is rough where the density is thin.
